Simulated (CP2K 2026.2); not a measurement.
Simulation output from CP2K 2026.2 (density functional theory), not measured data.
Periodic cell of 534 atoms, Si358O176, from a study of silicon, its oxide and their interface. The atomic structure is a simulated model.
Doubt: the forces sum to 2.24 eV/angstrom along one axis rather than to zero, so they err by at least 0.0042 eV/angstrom per atom on average; the grid cutoff is modest.

Settings: functional PBE; method Gaussian and plane waves; basis set DZVP-MOLOPT-SR-GTH; pseudopotentials GTH-PBE; grid cutoff 400 Ry, relative cutoff 50 Ry; k points Gamma only; occupations fixed; spin none; net charge 0.

Cell vectors (angstrom)
a 16.4025 0 0
b 0 16.4025 0
c 0 0 35.6923

Atoms and the computed forces on them: element, x, y, z (angstrom), force x, y, z (eV/angstrom)
Si 0.518 -0.497 0.102 -0.115 -0.268 -0.108
Si 2.904 2.441 -0.172 -0.066 0.064 0.377
Si -0.11 5.618 -0.426 0.123 -0.031 0.523
Si 2.895 8.049 -0.154 0.06 0.03 0.127
Si -0.231 10.859 -0.186 -0.152 0.16 0.42
Si 2.681 13.687 0.442 0.037 0.006 -0.518
Si 5.222 0.197 -0.111 -0.167 0.021 0.18
Si 8.595 2.959 0.052 -0.176 0 0.172
Si 5.124 5.75 -0.166 0.087 0.08 0.216
Si 8.75 7.682 -0.036 -0.078 -0.103 -0.017
Si 4.859 11.537 -0.057 -0.125 0.111 -0.211
Si 8.45 14.089 -0.049 -0.094 -0.308 0.363
Si 11.221 -0.246 0.609 0.106 0.33 -0.114
Si 12.903 3.225 0.08 -0.33 -0.133 -0.104
Si 10.952 5.555 0.597 0.049 0.167 -0.207
Si 13.283 8.607 0.213 -0.07 -0.139 0.011
Si 10.954 10.697 0.028 -0.05 0.052 0.316
Si 13.297 13.878 0.462 -0.039 0.22 -0.089
Si 1.378 1.343 1.306 0.111 0.011 -0.135
Si 4.014 4.12 1.186 0.043 -0.07 -0.269
Si 1.306 6.831 1.165 -0.121 0.152 -0.176
Si 4.01 9.684 1.245 0.027 -0.059 -0.106
Si 1.261 12.119 1.401 -0.238 0.023 -0.314
Si 4.152 15.126 1.503 0.049 0.297 -0.236
Si 6.948 1.412 1.156 0.031 0.07 -0.257
Si 9.611 4.111 1.792 0.083 -0.102 -0.143
Si 6.844 6.796 1.196 0.021 0.005 -0.22
Si 9.473 9.496 1.381 0.066 -0.033 -0.283
Si 6.811 12.498 1.071 0.047 0.124 -0.178
Si 9.516 15.081 1.754 0.237 0.04 -0.318
Si 12.322 1.533 1.698 -0.098 -0.212 -0.182
Si 14.863 4.263 1.081 0.025 0.068 -0.253
Si 12.343 7.004 1.682 -0.098 0.191 -0.327
Si 14.834 9.807 1.49 0.098 -0.103 -0.252
Si 12.051 12.275 1.584 0.003 -0.089 -0.461
Si 15.117 14.994 1.467 0.042 0.03 -0.356
Si -0.115 2.8 2.531 0.087 -0.014 -0.201
Si 2.73 0.072 2.791 0.058 0.132 0.204
Si -0.07 8.261 2.628 0.072 -0.037 -0.252
Si 2.656 5.475 2.603 0.031 0.052 0.045
Si -0.024 13.57 2.809 -0.109 -0.131 0.145
Si 2.667 10.87 2.764 0.078 -0.093 0.176
Si 5.491 2.781 2.59 -0.044 0.017 -0.231
Si 8.101 0.132 2.827 -0.016 0.119 0.038
Si 5.48 8.282 2.572 0.035 -0.11 -0.117
Si 8.081 5.516 2.82 -0.203 0.052 0.116
Si 5.551 13.715 2.714 0.011 -0.002 0.158
Si 8.042 10.98 2.589 0.131 0.057 -0.151
Si 10.937 2.747 3.094 -0.063 -0.143 0.142
Si 13.783 0.056 2.844 0.021 0.055 0.033
Si 10.844 8.3 2.903 0.085 0.086 0.192
Si 13.723 5.512 2.795 -0.047 -0.113 0.083
Si 10.814 13.634 2.985 -0.08 -0.174 0.299
Si 13.522 11.032 2.947 -0.113 0.068 0.059
Si 1.294 4.109 3.984 0.03 0.092 0.013
Si 4.128 1.46 4.084 -0.077 -0.112 -0.099
Si 1.307 9.517 4.109 0.023 0.097 0.025
Si 4.075 6.869 3.966 -0.032 -0.011 -0.171
Si 1.366 15.024 4.108 0.056 0.009 -0.043
Si 4.089 12.322 4.038 0.058 -0.024 -0.027
Si 6.734 4.112 4.13 0.115 0.022 -0.063
Si 9.487 1.373 4.284 -0.005 0.117 0.031
Si 6.772 9.613 4.048 -0.12 -0.006 -0.002
Si 9.481 6.871 4.189 -0.013 0.038 -0.103
Si 6.8 15.095 4.17 -0.006 -0.11 -0.028
Si 9.404 12.218 4.171 0.065 0.17 -0.007
Si 12.349 4.193 4.248 0.043 -0.023 -0.037
Si 15.105 1.47 4.14 -0.135 -0.149 -0.006
Si 12.228 9.605 4.281 -0.096 0.011 -0.058
Si 15.074 6.897 4.119 -0.006 -0.122 0.02
Si 12.308 15.061 4.18 0.006 0.046 -0.164
Si 14.979 12.335 4.246 0.054 0.029 -0.037
Si -0.003 -0.019 10.983 0 -0.002 0.006
Si 2.729 2.735 10.988 -0.006 -0.024 0.001
Si 0.006 5.481 10.976 -0.024 -0.027 0.007
Si 2.723 8.218 10.969 -0.003 -0.009 -0.005
Si 0.003 10.935 10.96 -0.02 -0.005 0.003
Si 2.717 13.645 10.969 0.032 -0.011 0
Si 5.437 -0.012 10.953 0.036 0.035 -0.001
Si 8.181 2.735 10.938 0.03 -0.03 -0.009
Si 5.45 5.488 10.982 0.013 -0.006 -0.004
Si 8.174 8.223 10.988 0.017 0.008 0.001
Si 5.431 10.945 10.986 -0.003 -0.008 0.005
Si 8.163 13.67 10.973 0.011 -0.006 0.011
Si 10.912 0 10.961 -0.003 0.034 0.002
Si 13.67 2.738 10.957 -0.003 0.011 -0.002
Si 10.932 5.484 10.949 -0.017 -0.024 0.001
Si 13.686 8.218 10.957 0.014 -0.037 -0.001
Si 10.917 10.941 10.988 0.02 -0.013 0.02
Si 13.669 13.656 10.98 0.008 0.019 0.004
Si 1.377 1.34 12.344 -0.005 0.046 0.004
Si 4.099 4.107 12.352 0.002 0.004 0.011
Si 1.371 6.855 12.344 0.025 0.02 -0.006
Si 4.067 9.582 12.355 0.027 -0.023 -0.011
Si 1.372 12.271 12.356 -0.039 0.027 -0.001
Si 4.092 15.001 12.327 -0.034 0.005 -0.018
Si 6.821 1.348 12.297 -0.04 -0.021 -0.015
Si 9.568 4.096 12.291 0.008 0.024 -0.006
Si 6.808 6.86 12.358 0.031 -0.032 0.009
Si 9.55 9.584 12.362 -0.007 -0.013 0.002
Si 6.808 12.305 12.352 0.019 0.025 -0.003
Si 9.54 15.03 12.326 0.04 0.017 0.004
Si 12.306 1.351 12.308 -0.014 -0.001 -0.012
Si 15.04 4.101 12.32 -0.036 -0.021 -0.004
Si 12.315 6.853 12.308 0.023 0.028 -0.027
Si 15.057 9.567 12.339 -0.037 0.019 -0.008
Si 12.307 12.286 12.357 -0.048 -0.012 0.021
Si 15.047 14.996 12.361 -0.03 0 0.01
Si 0 2.721 13.678 -0.004 -0.025 -0.002
Si 2.733 -0.058 13.703 0.051 -0.014 -0.005
Si 0.033 8.231 13.729 -0.037 -0.049 -0.016
Si 2.739 5.497 13.711 -0.007 -0.027 -0.011
Si 0.015 13.614 13.742 0.014 0.003 -0.008
Si 2.715 10.913 13.766 0.026 -0.022 0.014
Si 5.478 2.704 13.676 0.07 -0.039 -0.004
Si 8.148 -0.029 13.688 0.014 0.076 0.007
Si 5.433 8.238 13.729 -0.096 0.073 -0.004
Si 8.215 5.466 13.656 -0.013 0.003 0.001
Si 5.436 13.649 13.732 0.033 0.016 -0.001
Si 8.173 10.952 13.732 0.025 -0.024 0.01
Si 10.939 2.726 13.65 0.035 -0.067 0.029
Si 13.649 -0.033 13.687 -0.017 0.089 -0.013
Si 10.97 8.225 13.685 0.011 -0.048 0.011
Si 13.687 5.491 13.668 -0.049 -0.025 0.029
Si 10.909 13.661 13.688 -0.013 0.021 -0.011
Si 13.695 10.912 13.723 0.067 -0.039 -0.016
Si 1.361 4.108 15.027 -0.002 -0.023 -0.001
Si 4.136 1.296 15.031 -0.067 0.029 -0.044
Si 1.384 9.545 15.187 0.008 0.011 0.088
Si 4.074 6.878 15.113 0.08 0.031 0.054
Si 1.393 14.973 15.106 0.004 0.005 0.038
Si 4.094 12.273 15.121 -0.016 0.017 0.037
Si 6.864 4.08 15.009 -0.012 -0.018 -0.018
Si 9.549 1.351 14.986 -0.002 -0.02 -0.014
Si 6.78 9.616 15.107 0.049 -0.052 -0.011
Si 9.611 6.825 14.998 0.005 0.027 -0.04
Si 6.791 15.014 15.106 -0.026 -0.038 0.054
Si 9.544 12.328 15.091 0.066 0.039 0.059
Si 12.327 4.096 15.001 0.03 0.063 -0.022
Si 15.048 1.32 15.023 -0.047 -0.025 -0.027
Si 12.328 9.566 15.105 -0.077 -0.027 0.061
Si 15.06 6.851 15.044 0.043 0.074 0.037
Si 12.283 14.998 15.057 -0.021 -0.031 0.033
Si 15.094 12.209 15.126 -0.088 -0.022 0.03
Si -0.025 -0.071 16.409 0.053 0.018 0.063
Si 2.74 2.681 16.288 0.021 -0.022 -0.009
Si 0.032 5.503 16.41 -0.102 -0.026 0.052
Si 2.728 8.181 16.623 -0.014 -0.017 0.014
Si 0.036 10.875 16.625 -0.021 0.013 0.121
Si 2.749 13.605 16.526 0.021 -0.044 0.067
Si 5.441 -0.03 16.511 0.071 -0.053 0.136
Si 8.253 2.737 16.38 -0.046 -0.082 0.041
Si 5.514 5.471 16.334 0.029 -0.011 -0.026
Si 8.236 8.209 16.302 -0.03 0.012 0.085
Si 5.43 10.961 16.57 -0.1 0.037 0.023
Si 8.123 13.63 16.504 0.038 0.083 -0.023
Si 10.83 -0.058 16.36 -0.046 0.125 0.072
Si 13.72 2.739 16.34 -0.028 -0.033 0.098
Si 10.957 5.443 16.37 0.008 0.002 0.018
Si 13.712 8.171 16.463 0.096 -0.082 0.01
Si 10.973 11.004 16.436 -0.061 -0.07 0.069
Si 13.683 13.6 16.383 0.033 -0.03 0.004
Si 1.372 1.356 17.667 -0.018 -0.05 -0.148
Si 4.101 4.072 17.58 -0.071 0.014 -0.22
Si 1.323 6.745 17.972 -0.06 0.066 0.03
Si 4.138 9.561 17.998 0.009 0.065 0.102
Si 1.457 12.26 18.022 0.051 -0.044 0.044
Si 4.065 14.975 17.945 -0.002 0 -0.052
Si 6.891 1.397 17.764 0.099 -0.018 -0.199
Si 9.636 4.08 17.767 0.075 -0.149 -0.003
Si 7.004 6.751 17.663 -0.004 -0.01 -0.128
Si 9.505 9.636 17.67 -0.05 0.086 -0.202
Si 6.743 12.361 17.995 0.004 0.02 0.07
Si 9.444 15.042 17.843 -0.064 0.175 0.04
Si 12.259 1.355 17.559 -0.051 0.012 -0.265
Si 15.106 4.107 17.746 0.053 0.062 -0.057
Si 12.35 6.735 17.749 0.185 -0.071 0.049
Si 15.032 9.451 17.979 0.008 -0.025 -0.008
Si 12.362 12.346 17.864 0.059 -0.096 -0.046
Si 15.068 14.867 17.772 0.105 -0.128 -0.105
Si 0.171 2.794 19.064 0.207 0.289 0.311
Si 2.603 0.009 19.126 -0.156 0.061 0.151
Si -0.133 7.972 19.482 0.001 -0.035 0.239
Si 2.795 5.249 19.099 0.097 -0.035 0.228
Si 0.052 13.652 19.368 0.002 -0.012 0.069
Si 2.772 10.862 19.568 -0.04 -0.127 -0.022
Si 5.499 2.842 18.933 0.008 0.001 0.221
Si 8.101 0.086 19.307 0.05 0.013 0.27
Si 5.672 8.05 19.038 0.001 -0.012 0.327
Si 8.353 5.451 19.16 -0.071 0.063 0.259
Si 5.437 13.79 19.54 -0.019 0.19 -0.028
Si 8.116 10.855 19.209 -0.016 -0.225 0.233
Si 11.017 2.655 19.056 0.035 -0.06 0.214
Si 13.608 -0.054 18.779 -0.216 -0.018 0.076
Si 10.987 8.285 18.83 -0.002 -0.008 0.219
Si 13.634 5.251 19.187 -0.117 -0.008 0.177
Si 10.901 13.729 19.142 0.105 0.137 0.224
Si 13.742 10.955 19.308 -0.005 -0.066 0.257
Si 1.92 3.641 20.663 0 -0.054 -0.041
Si 4.042 1.507 20.152 0.057 -0.045 0.386
Si 1.147 9.475 20.829 -0.114 0.165 -0.203
Si 4.455 6.431 20.215 0.147 0.022 0.074
Si 0.85 15.596 20.598 0.025 0.03 0.24
Si 4.289 12.237 20.946 0.049 0.072 0.199
Si 6.627 4.344 20.374 0.014 0.127 0.307
Si 9.855 1.231 20.473 -0.086 -0.13 -0.028
Si 7.301 8.955 20.526 0.001 0.054 -0.106
Si 9.75 7.042 20.314 0.277 0.122 0.06
Si 6.284 15.795 20.804 0.235 0.055 0.055
Si 9.707 12.1 20.359 0.017 0.013 0.3
Si 12.715 3.427 20.515 -0.087 -0.026 0.182
Si 14.993 1.369 19.897 -0.032 -0.179 0.54
Si 11.943 9.819 20.339 0.114 0.139 0.067
Si 14.791 6.398 20.842 -0.078 0.13 -0.482
Si 12.094 15.439 20.315 -0.005 -0.089 0.301
Si 15.497 11.904 20.711 -0.403 0.224 -0.106
Si 0.821 1.127 25.845 0.071 -0.087 0.047
Si 8.078 3.935 27.338 0.101 -0.004 0.058
Si -0.052 4.282 22.782 -0.09 -0.065 0.296
Si 3.027 7.986 22.619 0.053 -0.12 0.024
Si -2.294 14.556 29.974 -0.053 0.044 -0.122
Si 2.267 11.481 31.189 0.075 0.118 -0.094
Si 2.653 3.644 26.583 -0.023 -0.077 0.025
Si 9.931 4.395 24.877 0.042 0.16 0.32
Si 2.579 8.511 27.558 0.05 0.111 0.064
Si 5.454 9.913 22.662 0.296 0.016 0.168
Si 5.101 15.648 25.498 -0.023 -0.109 0.026
Si 7.404 16.543 23.664 0.039 -0.082 0.304
Si 12.52 -2.115 23.023 -0.231 0.009 0.253
Si 12.638 3.455 23.645 -0.016 -0.09 0.106
Si 12.144 7.521 22.238 -0.188 0.128 -0.034
Si 15.957 9.434 28.049 -0.119 0.023 0.037
Si 10.133 12.54 23.157 0.01 0.143 0.434
Si 15.121 12.996 23.683 0.13 -0.005 0.245
Si 4.15 1.3 27.591 0.048 -0.074 -0.11
Si -3.212 3.324 30.274 -0.131 -0.008 -0.091
Si -1.638 4.979 25.139 -0.175 0.039 0.241
Si -1.608 6.736 27.416 -0.1 -0.052 0.023
Si -1.853 11.233 25.986 -0.041 -0.08 0.063
Si 4.604 13.411 23.788 0.084 -0.056 0.275
Si 8.307 6.615 28.543 0.129 0.029 -0.044
Si 8.281 2.889 22.691 0.012 -0.109 0.063
Si 12.123 10.216 29.932 -0.06 0.007 -0.22
Si 6.603 11.533 24.943 0.217 0.201 0.215
Si 7.001 17.831 28.98 0.165 0.094 0.007
Si 3.85 11.053 28.558 0.077 0.041 0.016
Si 10.067 -1.22 24.459 -0.016 -0.024 0.202
Si 15.071 1.64 23.839 -0.102 -0.089 0.217
Si 14.821 8.8 30.808 -0.274 0 -0.393
Si 17.228 14.349 30.687 0.007 0.01 -0.117
Si 9.567 10.289 25.036 -0.036 -0.012 0.155
Si 13.51 13.912 27.215 -0.035 -0.044 0.138
Si -1.854 3.133 27.783 -0.161 0.034 -0.086
Si 1.397 0.382 28.867 -0.071 -0.047 -0.068
Si -0.491 18.148 31.18 -0.107 -0.111 -0.182
Si 8.289 7.318 32.682 -0.06 0.155 -0.31
Si 0.333 -0.82 23.605 -0.062 0.036 0.2
Si 10.545 1.744 31.189 -0.005 -0.016 -0.25
Si 4.2 6.834 29.403 0.196 0.02 0.014
Si 6.669 8.179 30.465 0.017 0.083 -0.171
Si 7.963 13.503 31.455 0.061 -0.016 -0.418
Si 3.51 6.444 25.333 0.192 -0.041 0.394
Si 10.782 7.539 25.049 -0.305 0.047 0.238
Si 11.037 -0.985 27.254 0.042 0.001 -0.018
Si 11.941 9.729 26.726 -0.135 0.018 0.165
Si 16.952 4.88 28.623 -0.033 0.021 -0.039
Si 9.261 15.759 29.665 0.055 0.053 -0.077
Si 12.549 12.75 31.65 -0.109 0.074 -0.373
Si 1.243 3.654 33.193 0.063 -0.039 -0.222
Si -0.965 8.277 33.871 -0.19 0.042 -0.083
Si 2.132 5.911 31.186 0.137 -0.048 -0.212
Si 4.656 10.73 32.628 -0.037 0.083 -0.307
Si -1.715 12.883 33.632 -0.082 0.011 -0.226
Si 4.617 12.86 26.458 -0.065 -0.011 0.17
Si 7.072 4.602 33.656 0.007 0.015 -0.236
Si 13.273 6.303 29.959 -0.121 -0.031 -0.072
Si 10.424 7.802 30.302 0.082 0.113 -0.122
Si 6.037 6.043 26.93 0.053 0.177 -0.024
Si 6.944 15.674 33.325 -0.01 -0.139 -0.361
Si 10.044 12.5 33.536 -0.016 0.017 -0.234
Si 10.949 1.68 34.144 -0.043 -0.304 -0.215
Si 13.69 0.17 27.88 -0.113 -0.063 0.036
Si 6.542 11.061 30.272 0.101 0.041 -0.164
Si 18.824 8.839 32.494 0.201 0.084 -0.404
Si 7.577 18.487 31.832 0.19 0.083 -0.298
Si 16.15 15.683 32.934 0.07 0.028 -0.362
O -0.973 0.405 31.987 -0.268 -0.048 -0.092
O 0.367 2.766 32.135 0.127 0.285 0.222
O -0.336 6.772 34.078 0.064 0.026 -0.046
O 2.355 2.751 33.984 0.124 0.12 -0.023
O 2.006 4.881 32.432 0.06 -0.051 0.23
O 0.318 4.279 34.391 0.05 -0.076 -0.059
O 4.051 6.942 35.095 -0.09 0.092 0.403
O 3.998 9.267 32.283 0.163 -0.154 0.275
O -0.548 11.935 34.269 0.075 -0.19 0.28
O -0.108 9.373 34.748 0.309 0.07 -0.051
O 3.728 12.731 35.215 0.192 -0.401 0.293
O 1.65 14.739 35.303 -0.239 0.232 0.327
O 5.513 -0.415 34.045 -0.299 0.164 0.187
O 4.093 1.345 35.235 0.21 -0.111 0.036
O 9.685 2.679 34.499 -0.179 0.27 0.179
O 7.636 4.158 35.122 -0.025 0.152 0.004
O 5.603 5.217 34.019 -0.177 0.169 0.198
O 6.95 8.037 32.057 0.17 -0.01 0.128
O 8.491 8.134 34.08 0.005 0.034 0.283
O 9.646 7.494 28.87 0.039 -0.092 -0.148
O 6.023 10.9 31.794 -0.038 0.06 0.417
O 5.138 10.847 34.163 0.239 -0.155 0.275
O 9.734 13.404 34.859 0.102 0.098 0.184
O 7.877 15.214 34.585 0.116 -0.005 0.262
O 14.504 7.226 30.493 0.387 -0.09 0.018
O 10.515 0.335 34.942 -0.312 -0.018 0.168
O 13.185 3.391 28.638 0.125 -0.128 -0.022
O 12.454 2.289 34.435 0.264 0.231 0.364
O 9.933 6.516 35.384 -0.289 0.019 0.12
O 11.972 4.584 35.395 0.238 -0.213 0.18
O 13.924 8.112 34.46 0.315 0.039 -0.054
O 12.089 9.58 35.324 0.085 0.091 0.233
O 8.756 12.567 32.537 0.155 -0.318 0.262
O 10.327 11.04 34.205 0.149 0.058 0.224
O 13.559 13.038 34.772 -0.235 -0.183 0.116
O 12.367 15.155 35.651 0.156 -0.04 0.515
O 1.464 4.198 22.178 0.19 -0.158 -0.293
O -0.62 2.742 22.844 0.002 0.015 -0.229
O 5.083 0.544 21.041 0.177 -0.214 -0.151
O 3.084 2.509 21.11 -0.146 0.128 -0.537
O 1.576 8.674 22.249 -0.134 0.2 -0.328
O 0.094 10.695 21.273 -0.092 -0.04 -0.314
O 3.502 7.21 21.288 0.054 0.178 0.214
O 3.098 6.896 23.827 0.041 -0.088 -0.331
O 3.976 19.281 27.176 0.079 0.035 0.113
O 1.214 15.441 22.225 0.307 -0.292 -0.426
O 3.902 13.087 22.357 -0.048 -0.003 -0.427
O 3.791 12.688 25.037 -0.154 0.219 -0.124
O 5.52 5.422 21.028 -0.171 0.011 -0.62
O 7.215 3.605 21.708 -0.018 0.027 0.075
O 11.007 0.126 20.981 -0.304 -0.032 -0.343
O 9.416 2.1 21.815 0.271 0.078 -0.161
O 5.361 11.119 21.555 -0.126 0.149 -0.068
O 6.589 8.954 22.02 -0.174 -0.055 0.136
O 10.926 6.69 21.475 -0.349 -0.163 -0.051
O 8.64 8.073 20.979 -0.329 -0.001 -0.2
O 8.954 20.479 23.602 -0.282 0.112 -0.136
O 6.834 15.71 22.37 -0.234 -0.168 -0.206
O 11.645 12.945 22.701 0.096 0.067 0.108
O 9.157 12.659 21.847 -0.001 -0.185 -0.499
O 13.612 4.708 24.036 0.056 0.072 -0.089
O 12.195 3.679 22.088 0.107 0.264 -0.402
O 13.854 2.232 20.798 0.385 -0.104 -0.16
O 15.989 0.268 20.671 0.096 -0.228 -0.266
O 10.165 11.014 23.708 0.147 -0.18 -0.185
O 10.812 10.938 20.765 0.159 -0.063 -0.459
O 15.59 5.229 21.69 -0.12 0.245 -0.046
O 13.639 6.959 21.891 -0.016 0.114 0.036
O 13.759 13.861 23.97 0.104 0.085 -0.124
O 13.005 14.918 21.604 0.145 0.105 -0.193
O 15.027 12.643 22.099 -0.187 -0.152 -0.159
O 15.254 11.576 24.531 0.003 -0.162 0.01
O 1.226 -0.072 24.782 0.071 -0.216 -0.04
O -0.067 -2.355 24.042 -0.108 -0.262 0.006
O 5.104 8.041 30.036 -0.155 0.023 0.128
O 1.805 2.447 25.842 -0.059 0.154 0.133
O -0.209 4.891 24.319 0.159 0.061 -0.249
O -1.837 3.9 26.357 0.206 0.037 -0.119
O 1.068 9.069 27.627 0.056 0.112 -0.201
O 2.77 7.567 26.258 0.114 -0.178 -0.036
O -0.786 14.228 30.459 -0.001 -0.077 0.222
O -2.607 13.514 28.764 -0.226 0.138 -0.1
O 1.383 12.826 30.901 0.109 -0.201 0.041
O 5.169 14.403 26.582 0 0.139 0.217
O 6.575 -0.188 25.052 0 0.238 -0.251
O 4.179 0.4 26.204 -0.033 0.181 -0.209
O 10.153 6.014 25.192 0.197 -0.077 0.059
O 3.035 4.888 25.591 -0.04 0.147 0.049
O 5.145 6.494 25.632 0.106 -0.128 -0.28
O 7.37 6.847 29.843 0.014 -0.106 0.06
O 5.918 10.294 24.169 -0.325 -0.331 -0.304
O 9.559 7.439 31.637 -0.03 0.086 0.245
O 3.651 9.754 27.577 0.073 -0.035 0.059
O 4.008 9.243 22.895 0.005 0.269 -0.034
O 11.558 15.354 23.815 0.241 -0.116 -0.325
O 5.584 17.465 28.302 -0.133 -0.064 0.082
O 4.477 -1.383 24.105 0.064 -0.019 -0.045
O 8.963 -0.306 23.732 -0.072 -0.045 -0.365
O 11.332 3.588 24.621 -0.03 0.056 -0.078
O 13.473 2.05 23.936 -0.087 -0.065 0.13
O 12.198 9.089 21.794 0.318 0.045 0.117
O 11.855 7.472 23.832 0.352 -0.14 -0.245
O 14.558 6.438 25.828 0.039 -0.013 -0.043
O 13.574 6.146 28.342 -0.002 0.038 -0.118
O 10.586 10.568 26.3 -0.029 0.163 -0.181
O 6.193 12.862 23.989 -0.011 0.187 -0.289
O 9.64 13.598 24.323 0.029 -0.106 -0.175
O 15.568 10.765 27.182 0.236 -0.138 -0.005
O 2.948 0.887 28.64 0.106 0.201 0.261
O -1.031 0.1 23.356 -0.189 0.01 0.08
O -0.608 1.71 25.311 -0.116 0.233 -0.188
O -0.556 3.662 28.646 -0.029 0.057 0.256
O 1.849 4.312 27.837 0.099 0.107 0.107
O -1.544 8.339 27.562 -0.248 0.091 0.064
O 1.576 10.169 31.936 -0.252 -0.085 0.181
O 5.014 6.057 28.221 -0.18 -0.007 0.121
O 1.068 15.16 32.095 0.008 0.217 0.164
O -2.452 16.099 29.439 -0.052 -0.092 -0.068
O 1.442 15.228 29.435 0.14 0.058 -0.108
O 3.659 12.432 27.694 0.066 0.142 -0.165
O 7.821 2.509 28.068 -0.048 0.001 0.084
O 8.674 5.028 28.417 0.217 -0.113 0.117
O 6.673 4.542 26.73 -0.239 -0.099 -0.056
O 9.206 3.737 26.184 -0.093 -0.068 0.013
O 11.817 6.958 30.253 -0.037 0.107 -0.168
O 7.355 7.021 27.24 0.065 0.049 0.069
O 10.779 9.398 30.373 -0.146 0.072 0.189
O 12.26 10.043 28.303 0.094 -0.038 0.038
O 7.891 16.47 29.139 -0.268 0.073 0.156
O 5.913 11.84 26.399 -0.037 -0.117 0.015
O 6.684 18.417 30.469 -0.124 0.116 0.179
O 10.027 15.031 28.449 -0.124 -0.321 -0.108
O 10.098 -0.655 25.981 -0.191 0.057 -0.164
O 7.429 1.773 23.537 0.01 0.27 0.066
O 13.322 4.879 30.761 0.03 0.055 0.016
O 14.515 1.516 27.596 0.141 0.041 -0.056
O 15.831 9.489 29.692 0.058 0.19 0.087
O 13.412 9.603 30.703 0.199 -0.126 0.321
O 13.258 10.228 25.875 0.231 0.104 -0.329
O 12.971 14.24 31.096 -0.155 0.041 0.033
O 9.106 18.905 31.382 -0.149 0.122 0.251
O 14.048 12.706 26.366 -0.219 0.149 -0.291
O 11.916 14.082 26.924 -0.142 0.083 0.044
O -0.983 8.8 32.319 0.231 -0.226 0.272
O 0.741 0.486 27.357 -0.115 0.088 -0.169
O -1.921 2.457 30.781 0.175 -0.016 0.16
O 0.503 1.285 29.925 -0.144 0.253 -0.069
O -1.159 14.367 33.265 0.06 -0.158 0.173
O 0.035 16.476 34.317 -0.049 0.238 0.124
O 2.718 10.958 29.709 -0.211 -0.002 0.091
O 7.29 9.622 29.929 0.05 -0.164 -0.168
O 1.964 7.474 31.698 -0.034 0.089 0.292
O 0.999 5.42 30.095 -0.257 -0.059 -0.092
O 10.999 1.167 32.617 -0.049 -0.184 0.391
O 6.84 -1.98 32.249 -0.224 0.177 0.002
O 2.849 7.554 28.845 0.108 -0.206 0.021
O 3.643 5.784 30.527 -0.106 -0.003 0.053
O 8.012 5.725 32.936 0.17 -0.144 0.209
O 6.944 3.266 32.74 0.01 0.152 -0.051
O 7.537 17.03 32.599 0.147 -0.036 0.24
O 5.331 11.175 29.206 -0.028 -0.164 -0.048
O 7.393 12.467 30.299 -0.119 0.041 0.241
O 8.128 11.039 25.281 -0.167 0.234 0.033
O 12.062 0.257 27.619 -0.019 -0.037 -0.266
O 11.731 2.73 30.675 -0.089 -0.131 -0.186
O 14.252 -1.048 26.92 0.183 -0.1 0.08
O 10.313 0.477 30.203 0.226 0.171 0.12
O 12.029 11.764 30.442 0.078 0.103 0.037
O 9.563 8.649 24.796 0.111 -0.075 -0.189
O 11.613 8.14 26.363 0.198 -0.225 -0.106
O 18.696 8.615 34.1 -0.122 -0.081 0.487
O 3.574 11.871 32.113 0.088 0.131 0.275
O 8.955 14.588 30.748 -0.154 0.065 0.012
O 11.34 13 32.7 -0.106 0.098 0.324
O 13.911 12.163 32.368 0.365 -0.197 0.351
O -0.147 6.127 27.834 -0.035 0.18 0.092
Si 0.026 0.027 5.483 0.02 0.048 -0.02
Si 2.696 2.792 5.421 0.033 -0.016 -0.053
Si 0.017 5.482 5.461 0.011 0.019 -0.079
Si 2.727 8.178 5.436 -0.024 -0.011 -0.038
Si -0.02 10.916 5.507 -0.077 -0.051 -0.025
Si 2.743 13.67 5.462 -0.01 0.054 -0.003
Si 5.417 0.051 5.502 -0.008 0.034 -0.012
Si 8.122 2.791 5.55 -0.033 -0.037 0.018
Si 5.376 5.514 5.444 0.013 -0.021 -0.017
Si 8.117 8.262 5.498 0.068 0.02 -0.034
Si 5.415 10.955 5.451 0.028 -0.019 -0.033
Si 8.141 13.681 5.526 -0.025 -0.025 0.004
Si 10.918 -0.004 5.553 -0.051 -0.02 0.078
Si 13.704 2.774 5.545 0.026 0.008 0.034
Si 10.9 5.529 5.539 0.016 0.006 0.089
Si 13.663 8.209 5.527 -0.054 -0.008 -0.026
Si 10.833 10.96 5.582 0.021 -0.065 0.056
Si 13.637 13.716 5.583 0.08 -0.008 0.041
Si 1.386 1.399 6.84 0.041 -0.104 -0.003
Si 4.043 4.139 6.832 -0.064 0.07 0.009
Si 1.38 6.831 6.84 0.046 -0.049 0.015
Si 4.069 9.565 6.82 -0.007 0.034 -0.017
Si 1.368 12.3 6.836 0.026 0.007 0.002
Si 4.071 15.054 6.853 -0.022 0.003 0.019
Si 6.782 1.391 6.892 0.021 0.02 0.026
Si 9.533 4.139 6.888 0.017 0.005 -0.012
Si 6.763 6.858 6.837 -0.007 0.019 -0.009
Si 9.491 9.574 6.918 0.051 0 0.014
Si 6.771 12.302 6.865 -0.031 0.083 0.006
Si 9.539 15.022 6.897 0.118 -0.065 -0.026
Si 12.308 1.386 6.884 -0.032 0.027 -0.035
Si 15.071 4.139 6.884 -0.059 -0.025 0.004
Si 12.289 6.865 6.903 -0.044 -0.004 0.005
Si 15.024 9.572 6.892 0.028 -0.007 0.006
Si 12.254 12.323 6.908 -0.082 0.078 -0.013
Si 15.05 15.082 6.885 -0.101 0.032 -0.014
Si 0.021 2.744 8.237 -0.005 0.036 -0.004
Si 2.715 0.014 8.229 0.004 0.025 0.002
Si 0.011 8.196 8.219 -0.043 0.009 -0.015
Si 2.715 5.481 8.242 0.012 -0.007 0.019
Si 0.005 13.673 8.218 0.011 0.025 -0.005
Si 2.722 10.93 8.208 -0.005 0.004 -0.002
Si 5.41 2.772 8.225 0.01 -0.071 -0.006
Si 8.166 0.007 8.233 -0.004 0.028 -0.005
Si 5.426 8.221 8.226 0.004 -0.043 0
Si 8.15 5.509 8.228 0.065 0.004 -0.004
Si 5.424 13.679 8.227 0.021 -0.025 -0.004
Si 8.137 10.954 8.262 0.038 -0.005 0.002
Si 10.919 2.755 8.229 -0.008 -0.007 -0.008
Si 13.669 0.018 8.258 0.007 -0.013 0.017
Si 10.903 8.223 8.258 0.016 0.003 0.01
Si 13.675 5.487 8.241 -0.021 -0.037 0
Si 10.903 13.675 8.28 0.012 0.016 0.027
Si 13.647 10.946 8.243 -0.018 -0.034 0.001
Si 1.371 4.108 9.619 0.011 -0.013 -0.005
Si 4.077 1.378 9.6 -0.003 0.012 -0.006
Si 1.364 9.57 9.587 0.003 -0.01 0.001
Si 4.082 6.848 9.606 -0.013 0.003 -0.008
Si 1.363 15.03 9.601 -0.027 0.007 0.003
Si 4.076 12.294 9.59 -0.009 0.034 -0.001
Si 6.799 4.123 9.594 -0.005 0.021 -0.01
Si 9.553 1.37 9.582 0.028 -0.009 -0.001
Si 6.788 9.575 9.62 0.01 0.016 -0.004
Si 9.533 6.853 9.612 0.006 -0.017 0.001
Si 6.804 15.031 9.591 0.014 -0.007 -0.002
Si 9.532 12.3 9.626 0.019 0.016 0.007
Si 12.302 4.111 9.592 0.002 -0.001 -0.002
Si 15.053 1.373 9.61 -0.044 0.011 -0.002
Si 12.287 9.582 9.617 -0.034 0.021 0.004
Si 15.05 6.845 9.6 -0.021 -0.001 -0.007
Si 12.299 15.037 9.619 -0.03 0.001 0.011
Si 15.036 12.307 9.594 -0.027 0.013 -0.001

Results
total energy: -115456.413 eV
total energy less fixed offsets of O -438.04, Si -107.15 eV per atom: -1.673 eV
